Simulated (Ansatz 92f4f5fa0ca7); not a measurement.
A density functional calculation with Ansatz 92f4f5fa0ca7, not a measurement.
Periodic cell of 406 atoms, Si266O140, from a study of silicon, its oxide and their interface. The atomic structure is a simulated model.
Doubt: the cutoff is far below the 930 eV that the study's wrapper takes by default for these files, so forces and energies are approximate.
This geometry differs little from another in the collection (a relaxation step or a small displacement).

Settings: functional PBE; potential files Ansatz PAW; basis plane waves; wave-function cutoff 580 eV; density cutoff ratio 5; exchange-correlation grid ratio 1; k mesh 1 x 1 x 1, Gamma-centred; self-consistency stop 5e-08 eV per atom in the density residual; occupations fixed; spin none; net charge 0.

Cell vectors (angstrom)
a	15.4687	0	0
b	0	12.8259	0
c	0	0	35.9144

Atoms and the computed forces on them: element, x, y, z (angstrom), force x, y, z (eV/angstrom)
Si	-0.015	1.17	33.243	-0.018	0.001	-0.018
Si	3.862	1.169	33.228	-0.001	0	-0.022
Si	7.692	1.171	33.242	-0.014	-0.007	-0.02
Si	11.581	1.169	33.245	0.001	0	-0.016
Si	1.946	7.584	33.241	0.009	-0.007	-0.01
Si	5.771	7.58	33.256	-0.007	-0.002	-0.015
Si	9.662	7.583	33.238	0.005	0.006	-0.011
Si	13.522	7.583	33.251	0.002	0.012	0
Si	1.934	5.247	33.647	0.011	0.029	-0.071
Si	5.801	5.247	33.647	-0.049	-0.087	-0.23
Si	9.668	5.247	33.647	-0.147	0.122	0.137
Si	13.535	5.247	33.647	0.07	0.066	0.103
Si	0	11.66	33.647	0.004	0.079	0.017
Si	3.867	11.66	33.647	0.027	-0.013	-0.254
Si	7.734	11.66	33.647	-0.104	0.056	-0.062
Si	11.602	11.66	33.647	-0.118	0.033	-0.071
Si	0	4.664	34.884	0.005	0.052	0.007
Si	3.867	4.664	34.884	0.004	-0.041	-0.037
Si	7.734	4.664	34.884	0.026	0.033	0.001
Si	11.602	4.664	34.884	0.015	-0.026	-0.036
Si	1.934	11.077	34.884	0.006	-0.02	-0.035
Si	5.801	11.077	34.884	0.013	-0.002	-0.026
Si	9.668	11.077	34.884	0.028	-0.007	-0.019
Si	13.535	11.077	34.884	0.018	-0.011	-0.039
Si	0	2.332	35.296	-0.033	0.032	0.069
Si	3.867	2.332	35.296	0.032	0.007	-0.016
Si	7.734	2.332	35.296	-0.133	0.027	0.068
Si	11.602	2.332	35.296	-0.014	0.03	0.089
Si	1.934	8.745	35.296	0.063	0.017	0.068
Si	5.801	8.745	35.296	-0.09	0.035	0.154
Si	9.668	8.745	35.296	0.006	0.019	0.048
Si	13.535	8.745	35.296	-0.045	0.026	0.13
Si	1.934	1.749	0.619	-0.001	-0.025	-0.024
Si	5.801	1.749	0.619	0.023	0.017	0.019
Si	9.668	1.749	0.619	0.018	-0.012	-0.02
Si	13.535	1.749	0.619	0.021	0.002	0
Si	0	8.162	0.619	-0.002	-0.013	-0.017
Si	3.867	8.162	0.619	0	0.04	0.036
Si	7.734	8.162	0.619	-0.003	-0.016	-0.014
Si	11.602	8.162	0.619	0.025	0.005	0.009
Si	0	5.83	1.031	-0.003	-0.057	-0.044
Si	3.867	5.83	1.031	0.001	0.028	0.029
Si	7.734	5.83	1.031	-0.031	-0.036	-0.022
Si	11.602	5.83	1.031	-0.011	0.018	0.015
Si	1.934	12.243	1.031	0	0.025	0.028
Si	5.801	12.243	1.031	-0.012	-0.02	-0.009
Si	9.668	12.243	1.031	-0.02	0.025	0.035
Si	13.535	12.243	1.031	-0.014	-0.002	-0.001
Si	1.934	5.247	2.268	-0.054	-0.013	-0.044
Si	5.801	5.247	2.268	0.059	0.003	-0.037
Si	9.668	5.247	2.268	-0.051	-0.029	-0.154
Si	13.535	5.247	2.268	0.146	-0.042	-0.188
Si	0	11.66	2.268	-0.012	-0.025	-0.079
Si	3.867	11.66	2.268	0.087	-0.001	0.045
Si	7.734	11.66	2.268	-0.058	-0.024	-0.058
Si	11.602	11.66	2.268	0.057	-0.021	0.043
Si	1.934	2.915	2.68	-0.005	0.016	0.034
Si	5.801	2.915	2.68	-0.022	0.013	0.037
Si	9.668	2.915	2.68	-0.021	-0.007	0.021
Si	13.535	2.915	2.68	-0.019	0.025	0.045
Si	0	9.328	2.68	-0.001	0.001	0.017
Si	3.867	9.328	2.68	0	-0.029	0.005
Si	7.734	9.328	2.68	-0.007	-0.005	0.009
Si	11.602	9.328	2.68	-0.026	0.01	0.025
Si	0.164	0.068	26.731	0.065	-0.165	-0.175
Si	3.367	0.032	26.636	-0.027	-0.104	-0.07
Si	8.071	0.115	26.554	0.057	-0.068	-0.161
Si	11.239	0.069	26.766	0.03	-0.083	0.047
Si	1.61	6.474	26.706	-0.019	-0.064	0.141
Si	6.18	6.46	26.633	0.005	-0.103	-0.058
Si	9.35	6.59	26.893	-0.021	-0.098	-0.177
Si	13.952	6.797	26.643	0.062	-0.081	-0.096
Si	1.843	4.102	26.841	-0.008	0.063	0.16
Si	5.799	4.077	27.002	0.003	0.038	0.015
Si	9.787	4.277	27.093	0.008	0.045	0.099
Si	13.455	3.774	27.148	-0.092	0.052	0.341
Si	-0.065	10.586	27.053	-0.013	0.089	0.043
Si	3.796	10.474	26.989	-0.062	0.056	0.023
Si	7.732	10.574	26.721	-0.013	0.006	0.118
Si	11.522	10.547	27.094	0.107	0.11	-0.006
Si	0.024	3.489	28.289	0.045	0.041	-0.201
Si	3.792	3.563	28.181	-0.008	-0.019	-0.094
Si	7.776	3.517	28.204	0.009	0.04	-0.118
Si	11.536	3.501	28.469	0.054	0.013	-0.105
Si	1.87	9.888	28.261	0.07	-0.016	-0.081
Si	5.825	10.006	28.136	0.012	-0.01	-0.067
Si	9.551	9.985	28.244	-0.056	-0.022	-0.101
Si	13.495	9.998	28.321	-0.039	-0.017	-0.098
Si	-0.032	1.201	28.766	-0.038	0.134	0.062
Si	3.771	1.199	28.668	0.015	0.106	0.025
Si	7.726	1.185	28.656	-0.003	0.063	0.071
Si	11.476	1.162	28.85	0.094	0.105	-0.192
Si	1.904	7.577	28.775	-0.073	0.017	-0.064
Si	5.807	7.642	28.66	-0.016	0.126	0.05
Si	9.588	7.713	28.881	0.017	0.118	0.065
Si	13.561	7.665	28.765	0	0.118	0.138
Si	1.896	0.598	29.973	0.035	0	0.051
Si	5.755	0.616	29.847	-0.015	-0.05	0.017
Si	9.565	0.606	30.033	-0.082	-0.004	0.057
Si	13.489	0.609	29.958	-0.026	-0.027	0.071
Si	-0.017	7.035	30.027	0.027	0.008	-0.046
Si	3.88	7.023	29.906	0.026	-0.032	0.037
Si	7.663	7.043	30.015	-0.015	0	-0.005
Si	11.593	7.045	29.939	0.006	-0.045	0.045
Si	-0.008	4.695	30.335	-0.025	-0.024	0.058
Si	3.841	4.686	30.287	0.01	-0.009	0.015
Si	7.726	4.691	30.298	-0.001	-0.055	0.03
Si	11.581	4.727	30.446	-0.002	-0.013	-0.077
Si	1.913	11.085	30.323	-0.025	-0.029	-0.005
Si	5.801	11.107	30.264	0.005	-0.004	0.009
Si	9.601	11.113	30.335	-0.008	-0.052	0.065
Si	13.515	11.12	30.381	0.014	-0.008	-0.003
Si	1.929	4.104	31.565	-0.01	-0.019	0.038
Si	5.783	4.088	31.536	0	0.02	0.039
Si	9.627	4.107	31.596	-0.003	0.005	0.026
Si	13.538	4.095	31.594	0.026	-0.004	0.01
Si	-0.008	10.507	31.584	0.012	-0.01	0.041
Si	3.867	10.507	31.537	0.033	0.023	0.047
Si	7.694	10.505	31.573	-0.009	-0.014	0.03
Si	11.561	10.516	31.564	-0.005	0.015	0.049
Si	1.916	1.765	32.018	0.006	0.022	-0.008
Si	5.778	1.751	31.949	0.005	0.007	0.01
Si	9.626	1.782	32.055	-0.004	0.012	0.01
Si	13.511	1.767	32.016	0.026	-0.003	-0.006
Si	-0.003	8.186	32.061	-0.016	0.015	-0.01
Si	3.868	8.175	31.98	0.004	-0.005	0
Si	7.695	8.18	32.057	0.014	0.03	0.012
Si	11.6	8.19	32.007	-0.019	-0.018	-0.031
Si	0	2.332	3.917	0.037	0.037	0.251
Si	3.867	2.332	3.917	0.028	-0.075	0.095
Si	7.734	2.332	3.917	0.036	-0.042	0.081
Si	11.602	2.332	3.917	0.032	-0.216	-0.05
Si	1.934	8.745	3.917	0.004	-0.085	0.037
Si	5.801	8.745	3.917	-0.032	-0.016	-0.02
Si	9.668	8.745	3.917	0.024	-0.058	-0.048
Si	13.535	8.745	3.917	0.088	0.005	0.194
Si	1.931	6.405	4.327	-0.014	-0.006	0.026
Si	5.82	6.409	4.327	0.013	-0.005	0.019
Si	9.675	6.406	4.312	0.008	-0.013	0.022
Si	13.572	6.405	4.308	0.01	0.003	0.031
Si	0.005	12.825	4.319	-0.01	-0.02	-0.014
Si	3.888	12.82	4.34	0.015	-0.005	-0.002
Si	7.726	12.824	4.322	0.005	-0.02	-0.005
Si	11.62	12.82	4.339	0.009	-0.019	0
Si	0.008	5.813	5.596	0.021	0.024	-0.001
Si	3.877	5.806	5.527	-0.001	-0.033	-0.019
Si	7.76	5.804	5.565	-0.016	0.002	-0.009
Si	11.634	5.76	5.461	-0.019	-0.021	-0.036
Si	1.936	12.219	5.531	-0.01	-0.006	0.015
Si	5.823	12.24	5.61	-0.003	0.005	0.004
Si	9.659	12.224	5.529	-0.003	0.013	0.011
Si	13.569	12.224	5.584	-0.001	0.049	0.024
Si	0.017	3.487	6.029	0.028	-0.036	-0.023
Si	3.889	3.471	5.999	0.004	0.024	-0.032
Si	7.76	3.482	5.997	0.008	-0.006	-0.016
Si	11.615	3.445	5.986	-0.009	0.034	-0.026
Si	1.928	9.89	5.99	0.023	0.026	-0.045
Si	5.798	9.894	5.986	-0.014	0.004	-0.054
Si	9.665	9.895	5.978	-0.023	0.023	-0.046
Si	13.567	9.891	6.023	-0.005	-0.008	-0.042
Si	1.977	2.893	7.272	-0.075	0.041	-0.052
Si	5.834	2.893	7.24	0.011	0.011	-0.001
Si	9.691	2.883	7.247	-0.036	0.006	0.009
Si	13.531	2.881	7.255	0.028	0.001	0.04
Si	0.045	9.275	7.286	-0.058	-0.063	-0.088
Si	3.861	9.321	7.217	0.003	0.013	0.001
Si	7.729	9.246	7.181	0.024	0.001	-0.004
Si	11.593	9.268	7.185	0.037	0.025	-0.059
Si	0.002	6.94	7.693	0.005	-0.006	-0.057
Si	3.865	6.978	7.556	-0.039	0.018	-0.013
Si	7.8	6.933	7.641	-0.045	0.03	-0.07
Si	11.664	6.945	7.447	0.024	-0.057	0.031
Si	1.939	13.382	7.573	0.013	-0.014	0.023
Si	5.861	13.391	7.706	0.013	0.023	-0.021
Si	9.64	13.362	7.588	0.032	-0.011	0.024
Si	13.606	13.369	7.67	0.027	0.008	-0.039
Si	1.982	6.332	8.839	0.004	-0.072	-0.026
Si	5.79	6.416	8.772	0.027	-0.114	-0.021
Si	9.833	6.364	8.75	0.051	-0.067	0.046
Si	13.466	6.381	8.85	-0.061	0.02	0.065
Si	0.091	12.72	8.893	-0.05	-0.076	-0.169
Si	3.856	12.876	8.819	-0.041	0.005	0.05
Si	7.795	12.672	8.924	0	-0.069	-0.199
Si	11.366	13.546	10.831	-0.05	-0.02	-0.1
Si	2.036	4.03	9.378	0.12	0.024	0.102
Si	5.812	4.09	9.281	-0.039	0	0.063
Si	9.803	4.033	9.328	0.053	0.025	0.046
Si	13.435	4.012	9.344	0.019	0.027	0.036
Si	0.096	10.387	9.372	0.06	0.071	0.203
Si	3.867	10.551	9.256	0.042	0.009	0.094
Si	7.72	10.338	9.249	-0.022	-0.027	0.114
Si	11.561	10.436	9.236	-0.069	0.018	0.083
Si	-0.023	3.674	10.496	-0.064	-0.251	-0.105
Si	4.015	3.526	10.743	-0.141	-0.053	-0.081
Si	7.798	3.726	10.503	-0.024	-0.093	-0.108
Si	11.598	3.096	10.68	-0.008	-0.029	-0.065
Si	2.111	9.821	10.661	-0.05	-0.021	-0.041
Si	5.75	9.979	10.559	-0.007	-0.092	-0.067
Si	9.625	9.778	10.527	-0.031	-0.04	-0.088
Si	13.506	9.995	10.488	0.026	-0.048	-0.052
Si	0.416	0.696	11.071	0.06	-0.014	0.197
Si	3.573	1.145	10.913	-0.026	0.058	-0.097
Si	8.197	0.653	11.095	0.035	0.135	0.184
Si	11.601	-0.137	8.681	-0.064	0.053	0.111
Si	2.35	7.498	10.848	0.064	0.06	0.03
Si	5.531	7.611	10.775	-0.006	0.125	0.086
Si	10.399	7.537	10.724	0.014	0.081	0.075
Si	12.983	7.683	10.809	0.005	-0.068	-0.045
O	15.377	4.832	11.631	0.014	0.033	0.021
O	3.962	7.27	11.284	-0.068	-0.004	-0.033
O	-2.368	7.692	25.592	-0.051	0.011	0.013
O	7.793	6.699	26.3	0.01	0.02	0.052
O	9.683	0.362	26.153	-0.087	0.029	0.069
O	1.76	0.312	26.23	-0.004	0.011	0.084
O	7.809	4.653	11.86	0.022	0.022	0.007
O	2.038	13.541	11.423	0.059	0.016	0.006
O	4.701	13.342	11.916	0.05	-0.074	0.051
O	1.279	7.043	12.045	-0.045	-0.034	0.012
O	7.748	2.216	11.123	0.005	0.015	0.004
O	7.321	12.831	12.329	-0.038	-0.007	-0.03
O	13.519	11.016	13.677	-0.028	-0.069	0.04
O	9.526	6.684	11.851	-0.007	0.017	-0.049
O	2.433	10.327	12.235	0.023	0.006	0.03
O	5.661	10.829	12.007	-0.007	0.045	0.03
O	-0.404	-0.322	12.094	-0.024	-0.017	-0.114
O	13.977	7.094	12.014	0.035	0.001	0.022
O	9.139	10.484	11.976	0.011	0.012	0.073
O	4.397	4.407	12.125	0.053	0.071	0.084
O	11.48	3.46	12.311	-0.005	-0.01	0.031
O	15.328	2.221	11.299	-0.017	0.173	-0.045
O	9.813	13.325	11.41	0.065	0.007	-0.019
O	6.775	7.081	11.743	0.056	-0.016	-0.013
O	13.45	5.258	26.456	-0.001	-0.067	-0.038
O	10.257	3.811	25.548	0.014	0.017	-0.034
O	10.396	7.308	25.838	0.021	0.004	0.05
O	7.73	9.866	25.193	0.012	-0.046	-0.102
O	5.327	7.175	25.403	-0.017	0.023	-0.005
O	7.072	0.787	25.398	-0.037	0.027	0.008
O	15.544	6.889	26.24	-0.003	0.035	-0.026
O	3.907	9.486	25.643	0.004	-0.069	-0.003
O	14.431	0.428	25.591	-0.083	0.022	-0.006
O	4.367	0.721	25.509	0.049	0.043	-0.014
O	2.686	7.073	25.624	0.059	0.064	-0.053
O	1.78	3.358	25.348	-0.014	-0.084	-0.144
O	11.511	9.742	25.632	-0.019	-0.07	0.041
O	13.245	2.703	25.922	0.01	-0.036	-0.109
O	5.728	3.094	25.653	0.005	-0.069	0.001
O	-0.244	10.058	25.482	0.017	-0.002	-0.047
Si	1.243	10.809	17.997	-0.017	-0.031	0.01
Si	8.582	1.336	21.619	-0.007	0.012	-0.042
Si	13.618	11.429	22.109	0.005	-0.005	-0.06
Si	5.68	1.585	25.02	-0.029	0.016	0.032
Si	0.702	0.143	22.706	0.011	0.008	-0.046
Si	9.401	10.28	13.578	-0.006	0.014	-0.02
Si	11.914	5.278	15.992	0.016	0.015	0.05
Si	10.716	10.468	22.22	0.009	0.003	-0.082
Si	12.921	1.032	15.544	-0.006	0.011	0.032
Si	8.026	11.323	21.279	0	-0.007	-0.029
Si	1.145	8.812	20.165	0.001	-0.008	-0.015
Si	14.897	13.139	17.52	-0.01	0.003	0.016
Si	0.247	10.31	23.953	0.003	-0.011	0
Si	12.7	11.579	19.141	-0.011	-0.005	-0.006
Si	-0.131	6.256	12.381	0.012	0.024	-0.053
Si	14.926	6.16	15.479	-0.014	0.002	0.037
Si	11.474	2.983	13.87	0.001	-0.016	0.029
Si	4.611	4.832	13.701	0.006	0	-0.037
Si	11.162	9.808	17.202	0.004	0.001	0.03
Si	8.529	6.496	22.744	0.008	0.008	-0.078
Si	4.015	12.678	15.065	0.002	0.002	0.026
Si	6.447	3.585	15.774	-0.003	-0.006	0.038
Si	1.719	3.001	23.751	0.04	-0.002	0.003
Si	9.126	1.99	15.672	-0.002	0.012	0.049
Si	0.994	8.728	15.891	-0.032	-0.002	0.034
Si	2.733	0.906	20.443	0.012	0.015	-0.006
Si	3.547	2.85	15.62	0.019	-0.009	0.016
Si	-0.408	4.095	21.764	-0.013	0.008	-0.068
Si	11.073	1.295	20.045	-0.007	0.006	-0.013
Si	3.951	11.882	18.11	0.017	0.01	-0.017
Si	13.617	11.681	12.16	0.072	0.146	0.077
Si	-2.489	5.706	22.78	-0.001	0.011	-0.08
Si	7.432	5.373	18.298	0.001	-0.02	0.007
Si	17.013	4.508	17.285	-0.009	-0.006	0.02
Si	12.239	10.958	14.713	0.026	-0.004	0.012
Si	8.202	9.496	23.66	-0.045	-0.004	-0.03
Si	2.632	7.259	17.958	-0.017	0.003	0.022
Si	0.447	2.632	19.348	0.007	-0.002	0.025
Si	3.934	7.96	25.054	0.005	0.016	0.023
Si	7.993	7.778	14.603	-0.006	-0.003	0.042
Si	4.995	7.861	14.645	-0.008	0.008	0.024
Si	9.614	7.086	17.043	-0.002	0.001	0.015
Si	2.302	8.278	22.714	0.023	-0.011	-0.026
Si	2.736	10.064	13.825	0.019	0.027	-0.008
Si	5.499	7.778	17.81	0.018	0.012	0.014
Si	4.55	2.584	22.355	-0.013	0.002	-0.037
Si	8.727	11.661	16.167	0.004	0.007	0.046
Si	11.135	7.68	22.012	-0.026	-0.011	-0.08
Si	11.608	8.176	25.171	0.001	0.023	0.028
Si	15.488	6.825	21.912	-0.012	-0.012	-0.043
Si	7.008	4.131	21.229	-0.006	0.009	-0.013
Si	11.129	1.803	22.91	-0.003	0.013	-0.028
Si	8.04	6.185	12.301	-0.034	0.021	-0.016
Si	12.921	1.157	25.484	0.079	-0.008	0.096
Si	10.57	4.553	24.124	-0.015	-0.031	-0.034
Si	11.304	2.893	17.547	-0.001	0.004	0.032
Si	5.787	12.347	12.625	0.001	0.028	-0.057
Si	6.735	10.649	18.432	0.011	0.003	0.045
O	4.55	6.455	13.918	-0.001	0.03	-0.014
O	13.367	5.972	15.874	0.002	0.003	-0.026
O	2.285	7.934	16.505	-0.005	-0.009	-0.023
O	0.853	12.357	17.658	0.001	0	-0.012
O	2.348	3.2	16.682	-0.019	0.008	-0.01
O	9.675	11.318	21.293	0.003	-0.013	0.036
O	4.048	7.795	18.561	0.001	-0.005	0.001
O	0.661	3.979	22.993	-0.018	0.003	0.031
O	12.743	1.973	14.209	-0.005	-0.006	-0.008
O	13.763	12.107	18.039	0.002	0	-0.011
O	7.861	2.803	21.693	0.004	0.003	0.016
O	7.55	0.055	21.552	0.01	-0.002	0.02
O	12.221	9.827	15.916	-0.011	-0.003	-0.01
O	6.401	9.102	18.063	0.002	0.022	-0.005
O	13.5	11.176	20.502	0.006	0.003	0.021
O	10.964	10.648	13.763	-0.005	0.005	-0.02
O	12.134	12.447	15.361	-0.002	0.015	-0.016
O	6.512	8.395	14.307	-0.009	0.008	-0.025
O	10.461	8.377	17.597	0.001	0.002	-0.015
O	12.181	6.503	21.568	0	0	0.042
O	3.23	3.195	23.129	0.011	-0.007	0.026
O	4.003	1.488	21.277	-0.006	-0.012	0.014
O	0.811	10.264	19.489	0.008	0.005	-0.011
O	1.52	6.846	22.572	-0.01	0.009	0.023
O	7.3	4.419	19.631	0.005	0.008	-0.005
O	10.783	3.391	23.016	0.016	-0.02	0.019
O	11.586	12.738	19.378	0.012	-0.002	-0.007
O	1.399	9.373	14.455	-0.022	-0.022	0.01
O	11.393	2.588	19.124	0.002	0.003	-0.007
O	12.036	11.369	22.64	0.003	0	0.037
O	-1.936	4.235	22.326	0.007	0.004	0.041
O	3.42	4.045	14.503	-0.018	-0.019	-0.003
O	5.436	3.753	21.593	0.012	0.001	0.022
O	2.869	10.676	17.858	-0.004	0.003	-0.009
O	11.963	10.266	18.537	0.008	0.013	-0.007
O	15.934	5.166	16.269	0.013	0	-0.022
O	14.561	12.79	22.314	-0.012	0	0.034
O	8.323	7.633	16.187	0.013	0	-0.01
O	9.623	1.115	22.89	0.012	-0.01	0.025
O	1.104	1.506	23.5	-0.018	-0.027	0.017
O	9.139	8.712	13.925	0.003	-0.008	-0.015
O	11.49	8.006	23.574	0.002	-0.016	-0.013
O	9.775	9.969	23.486	0.019	-0.005	0.04
O	1.028	11.732	23.723	-0.005	0.003	0.038
O	1.674	0.06	21.377	-0.001	-0.006	0.021
O	3.754	8.074	23.426	0.002	-0.003	0.018
O	9.781	2.808	16.94	0.009	0.003	-0.007
O	5.42	12.452	14.222	0.003	0.01	0
O	9.289	5.518	23.818	0.009	0.005	0.039
O	11.969	5.421	24.043	0.011	-0.005	0.032
O	7.074	4.54	16.937	0	0.014	-0.009
O	2.631	5.635	17.767	0	0.009	-0.009
O	15.203	7.73	15.762	0.037	0.022	-0.018
O	5.089	7.564	16.245	-0.007	-0.004	-0.008
O	7.936	7.876	23.432	0.005	-0.011	0.041
O	5.331	11.376	18.763	0.006	-0.008	-0.005
O	6.316	6.537	18.445	-0.008	0.007	-0.001
O	15.404	5.491	20.971	0.004	-0.001	0.025
O	-0.372	2.851	20.738	0.009	-0.008	0
O	3.997	9.055	14.147	-0.001	-0.012	-0.034
O	11.656	4.366	14.684	0.002	0.032	-0.01
O	9.993	10.876	16.817	-0.004	-0.002	-0.023
O	16.117	4.017	18.544	0.001	0.007	-0.019
O	6.03	4.331	14.368	0.015	-0.01	-0.002
O	7.457	11.361	17.148	-0.005	-0.011	-0.011
O	2.403	8.968	21.226	-0.008	0.009	0.007
O	-0.459	1.618	18.469	0.003	-0.001	-0.008
O	1.936	2.132	19.742	-0.006	0.004	-0.002
O	9.047	13.247	16.084	-0.002	-0.014	-0.021
O	10.675	6.324	16.072	-0.002	-0.005	-0.026
O	7.418	5.528	22.021	-0.007	-0.02	0.024
O	14.487	0.762	15.987	0.006	-0.003	-0.009
O	11.226	9.163	21.335	-0.001	-0.005	0.038
O	7.602	2.496	15.406	-0.006	0.007	-0.032
O	14.429	10.256	22.93	-0.016	0.004	0.017
O	12.406	12.798	11.897	-0.04	-0.034	-0.073
O	0.492	9.899	16.892	0.02	0.013	-0.012
O	1.481	7.712	19.013	0.011	-0.006	-0.012
O	11.914	4.384	17.354	-0.006	-0.012	-0.001
O	8.937	6.072	18.158	0	0.002	-0.001
O	8.474	11.145	14.619	-0.001	0.008	-0.013
O	8.057	6.295	13.926	0.012	0.009	-0.016
O	12.203	1.259	24.01	-0.03	0.002	-0.025
O	14.307	6.661	23.057	0.019	-0.012	0.039
O	9.652	7.058	21.693	0.016	0.008	0.031
O	-0.133	8.186	20.997	0.003	0.008	0.012
O	12.216	1.788	16.791	0.005	0.004	-0.016
O	11.83	1.503	21.47	0.005	-0.001	0.023
O	7.605	10.766	19.806	-0.029	-0.005	-0.029
O	7.423	10.348	22.473	0.019	0.011	0.026
O	5.526	1.795	23.413	-0.001	-0.007	0.014
O	3.307	0.029	19.222	0.001	-0.001	-0.001
O	15.235	5.858	13.929	0.007	0.018	0.035
O	1.347	9.169	23.675	0.009	-0.006	0.026
O	5.045	2.903	16.318	0.001	0.007	-0.026
O	2.98	11.525	14.533	0	0.003	-0.02
O	9.453	1.277	20.233	0.009	-0.003	0.005
O	3.379	1.369	14.915	-0.003	0.017	-0.018
O	4.304	12.537	16.663	-0.001	-0.012	0.019
O	10.073	2.244	14.343	0.003	0.001	-0.031

Results
free energy: -248722.938 eV
free energy less fixed offsets of O -568.88, Si -635.61 eV per atom: -7.478 eV

The program warned: the cutoff lies below the one the program advises for these potential files; the exchange-correlation potential is rough where the density is thin.
